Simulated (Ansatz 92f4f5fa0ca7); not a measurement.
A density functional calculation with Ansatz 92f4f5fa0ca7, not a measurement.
Periodic cell of 215 atoms, Si131O82P2, from a study of silicon, its oxide and their interface. The atomic structure is a simulated model.
Doubt: the cutoff is far below the 930 eV that the study's wrapper takes by default for these files, so forces and energies are approximate.
This geometry differs little from another in the collection (a relaxation step or a small displacement).

Settings
functional: PBE
potential files: Ansatz PAW
basis: plane waves
wave-function cutoff: 580 eV
density cutoff ratio: 5
exchange-correlation grid ratio: 1
k mesh: 1 x 1 x 1, Gamma-centred
self-consistency stop: 5e-08 eV per atom in the density residual
occupations: fixed
spin: none
net charge: 0

Cell vectors (angstrom)
a 10.938 0 0
b 0 10.938 0
c 0 0 31.5432

Atoms: element, x, y, z (angstrom)
Si 10.4299 0.5349 24.2757
P 6.0411 10.5162 24.3298
Si 2.1133 3.2841 24.0609
Si 8.7122 2.2496 24.3128
Si 0.4745 5.0986 24.1239
Si 5.1326 5.9206 24.2146
Si 3.4726 7.6827 24.1622
P 7.9793 8.747 23.6631
Si 1.3084 1.4963 25.4276
Si 6.8744 1.3505 25.5214
Si 4.0192 4.1484 25.3201
Si 9.6571 4.1161 25.4213
Si 1.5008 6.8593 25.3221
Si 6.9584 7.0301 25.2492
Si 4.2058 9.5979 25.3942
Si 9.4312 9.6132 25.3319
Si 2.727 0.0418 26.6618
Si 8.1997 -0.0363 26.8914
Si 0.0044 2.7877 26.9
Si 5.412 2.7838 26.6872
Si 2.732 5.4766 26.813
Si 8.2127 5.5406 26.6373
Si -0.0004 8.2307 26.5955
Si 5.5548 8.2173 26.7827
Si 4.0982 1.3759 28.0814
Si 9.5689 1.3806 28.1951
Si 1.3831 4.1387 28.2115
Si 6.8273 4.1509 28.0387
Si 4.1256 6.8532 28.1257
Si 9.6056 6.8529 28.0459
Si 1.3553 9.5904 28.0342
Si 6.8368 9.5534 28.2234
Si 0.0158 -0.0117 29.4922
Si 5.4491 0.0179 29.5018
Si 2.748 2.7264 29.502
Si 8.1658 2.7697 29.4792
Si -0.017 5.499 29.5032
Si 5.4772 5.4742 29.4828
Si 2.7215 8.2229 29.4591
Si 8.2398 8.1746 29.4994
Si 1.3673 1.3673 30.8594
Si 6.8362 1.3673 30.8594
Si 4.1018 4.1018 30.8594
Si 9.5708 4.1018 30.8594
Si 1.3673 6.8362 30.8594
Si 6.8362 6.8362 30.8594
Si 4.1018 9.5708 30.8594
Si 9.5708 9.5708 30.8594
Si 2.7345 0 0.6835
Si 8.2035 0 0.6835
Si 0 2.7345 0.6835
Si 5.469 2.7345 0.6835
Si 2.7345 5.469 0.6835
Si 8.2035 5.469 0.6835
Si 0 8.2035 0.6835
Si 5.469 8.2035 0.6835
Si 4.1164 1.3491 2.0544
Si 9.5439 1.3818 2.0417
Si 1.3346 4.131 2.0549
Si 6.8565 4.0717 2.0552
Si 4.0817 6.8589 2.0389
Si 9.5945 6.8126 2.0519
Si 1.3804 9.5571 2.057
Si 6.831 9.5739 2.0648
Si -0.0351 -0.0107 3.3496
Si 5.4703 -0.0101 3.4861
Si 2.7047 2.7252 3.3434
Si 8.194 2.6992 3.494
Si -0.0164 5.4718 3.5135
Si 5.4637 5.474 3.3292
Si 2.7441 8.2055 3.4833
Si 8.23 8.1853 3.3797
Si 1.3052 1.3681 4.6779
Si 6.852 1.3041 4.9126
Si 4.0757 4.1179 4.6453
Si 9.5438 4.065 4.8966
Si 1.3662 6.8697 4.8938
Si 6.8452 6.8033 4.69
Si 4.1179 9.5625 4.8933
Si 9.5852 9.5614 4.7499
Si 2.6359 0.0437 6.1065
Si 8.243 -0.1328 6.2678
Si -0.0034 2.6555 6.2001
Si 5.3944 2.7705 6.0711
Si 2.7677 5.4336 6.1378
Si 8.1088 5.4408 6.1814
Si 0.0115 8.295 6.2405
Si 5.5813 8.1545 6.1636
Si 3.4955 1.9431 7.1776
Si 10.044 0.8294 7.4631
Si 1.7942 3.659 7.3502
Si 6.2289 4.5256 7.3862
Si 4.6565 6.3074 7.2595
Si 9.1831 7.1826 7.3338
Si 0.916 10.1569 7.5209
Si 7.4353 8.8879 7.4972
O 4.5968 6.593 8.8898
O 1.4382 3.9819 8.9463
O 9.7605 6.5221 8.7475
O 1.3427 10.1126 9.1497
O 6.1064 4.2236 9.0289
O 3.7471 1.6318 8.7689
O 7.1797 8.9727 9.1512
O 9.6756 1.08 9.0639
O 8.2913 2.626 22.7696
O 10.938 5.6105 22.6084
O 5.6394 0.0736 22.8198
O 5.3825 5.3638 22.6676
O 2.1282 2.8421 22.4522
O 3.5005 7.8987 22.5092
O 9.1377 8.3845 22.4581
O -0.1282 11.1971 22.6908
Si 2.2225 2.9454 12.8892
Si 8.7286 1.3215 10.3607
Si 1.1403 4.4925 15.3551
Si 7.5906 5.5822 12.2259
Si 2.5323 8.1267 21.2255
Si 5.4663 7.8023 12.4759
Si 9.3525 0.4455 15.4811
Si 3.0307 -0.0364 16.6994
Si 10.536 1.1443 12.5864
Si 7.8142 2.8098 21.2445
Si 9.2072 8.7763 14.4505
Si 1.5229 4.769 10.3705
Si 4.5605 9.4768 19.1921
Si 11.2236 6.0157 21.0527
Si 6.7013 10.4435 14.8519
Si 5.4366 0.7002 21.3213
Si 2.3921 9.8111 10.3749
Si 0.5486 10.5775 21.3638
Si 5.8955 5.2406 21.1409
Si 3.682 7.0874 10.1159
Si 9.1153 5.6825 14.8635
Si 3.727 4.0597 19.0842
Si 10.1195 3.5923 19.351
Si 4.3469 8.6636 15.3831
Si 0.5463 1.8954 17.1666
Si 6.8895 7.5361 19.3194
Si 5.3684 3.6289 16.7502
Si 7.8906 5.0179 17.5874
Si 6.7046 9.9382 10.3781
Si 4.4236 1.0628 10.1022
Si 0.0248 9.0774 11.8877
Si 9.4011 8.5066 20.8343
Si 4.6438 1.6703 14.5943
Si 2.5263 2.0734 21.0714
Si 6.3713 3.3536 10.3808
Si 3.5148 5.9072 16.7284
Si 9.9274 6.5236 10.3587
O 0.1766 2.5341 18.6137
O 3.0255 9.6327 15.6332
O 11.048 4.6464 20.1863
O 7.6316 2.4324 9.95
O 10.9717 5.3299 10.8076
O 6.6452 6.7491 12.874
O 10.3857 8.0493 10.763
O 7.7441 9.4548 13.994
O 8.474 6.2111 11.0146
O 5.3459 10.4324 20.2495
O 2.2234 3.7252 11.4378
O 8.0629 8.5258 19.8957
O 6.2532 6.7265 20.5884
O 5.6081 2.7257 15.411
O 1.4586 0.8578 20.7131
O 6.0954 9.0726 11.6319
O 4.7229 4.9941 16.1263
O 6.696 3.9095 17.6634
O 10.5713 10.6529 11.7961
O 5.6646 0.4968 14.0033
O 8.1271 5.1074 15.9943
O 9.8229 9.8087 15.5658
O -0.3196 5.1461 15.1283
O 1.7702 6.7087 20.9005
O 1.6063 0.6296 17.1948
O 6.6754 1.6809 20.9153
O 1.092 1.7557 12.82
O 3.2879 5.4616 18.3097
O 9.606 2.0133 11.5666
O 1.1032 3.1205 16.2403
O 8.6079 5.1271 13.4183
O 10.3432 8.5593 13.2963
O 1.5268 9.3178 21.7076
O 10.2652 9.8817 20.485
O 3.2262 0.2145 10.868
O 5.1213 2.3654 10.8349
O 1.789 4.1115 13.9242
O 7.957 10.8857 10.8542
O 9.2381 4.4658 18.297
O 5.7325 9.4873 15.7818
O 5.5758 -0.0199 9.7365
O 3.6652 2.2979 13.4131
O 2.076 5.6512 16.011
O 9.7755 1.0416 14.0194
O 4.4452 6.9599 11.5361
O 4.7679 4.5069 20.2418
O 10.0578 1.3307 16.6195
O 6.7054 4.3303 11.6532
O 5.7127 8.4497 18.6395
O 9.1216 2.6867 20.28
O 3.7143 1.1346 15.8138
O 4.3289 3.0698 17.9062
O 10.1822 7.1236 20.4652
O 3.3928 8.6621 9.8035
O 4.0294 7.4205 16.3998
O 7.7213 0.4736 15.7049
O 8.9962 7.2969 15.047
O 4.025 1.4888 21.3103
O 1.6514 9.1385 11.687
O 2.366 6.1511 10.1998
O 7.4538 6.4632 18.2191
O 7.2414 4.3239 21.0563
O 4.6072 8.2463 13.8101
O 3.3826 8.6056 19.9236
O 2.59 3.1598 19.8418
O 3.8683 10.394 18.0218

Results
free energy: -131423.354 eV
free energy less fixed offsets of O -568.88, P -755.39, Si -635.61 eV per atom: 0.496 eV

Forces (eV/angstrom), in the order of the atoms: element, x, y, z
Si -0.0065 -0.0116 0.0088
P -0.0074 -0.0344 -0.0066
Si 0.0048 -0.0001 0.0056
Si 0.0138 0.0124 0.0061
Si -0.0005 -0.0091 -0.0021
Si 0.0056 0.0061 0.0008
Si -0.0084 0.0002 0.0041
P -0.0426 0.0367 0.0501
Si 0.0056 0.008 0.0001
Si 0.001 0.0068 -0.0152
Si -0.0108 -0.0081 0.0017
Si -0.0145 -0.0026 0.0017
Si 0.0066 0.0103 -0.0005
Si 0.0123 -0.0021 0.0004
Si 0.0089 -0.0014 -0.01
Si 0.0033 -0.0056 -0.0139
Si 0.0003 -0.0022 0.0012
Si 0.006 -0.0046 0.0102
Si 0.0016 -0.0003 0.0112
Si 0.0009 0.0048 0.0056
Si -0.0016 -0.0044 0.0068
Si -0.0001 0.0013 -0.0057
Si 0.0005 0.0014 0.004
Si 0.0074 0.0009 0.0023
Si 0.0004 -0.0031 -0.0048
Si -0.0023 0.0047 -0.0121
Si 0.0012 -0.0005 -0.0063
Si 0.0039 -0.0023 -0.0034
Si 0.0067 -0.0032 -0.0164
Si -0.0014 -0.0012 0
Si 0.0042 -0.0041 -0.0048
Si -0.0067 0.0044 -0.0023
Si -0.002 0.0009 0.0024
Si 0.0029 -0.0027 -0.0014
Si 0.0013 0.0025 0.0013
Si -0.0017 -0.0008 0.0029
Si -0.0014 0.0027 0
Si -0.0049 -0.0016 0.0055
Si 0.004 0.0109 0.0044
Si 0.0044 -0.0015 -0.0018
Si 0.1115 -0.0802 0.0611
Si -0.1505 0.1526 -0.0626
Si 0.1733 -0.0332 0.0119
Si -0.1665 0.1119 -0.1164
Si 0.004 0.221 -0.114
Si 0.1204 -0.1051 0.045
Si -0.1913 0.0772 -0.1062
Si 0.12 -0.0845 0.0743
Si 0.088 -0.1256 0.0806
Si -0.154 0.0429 -0.0494
Si -0.1589 0.1205 -0.0177
Si 0.0988 -0.1129 0.0669
Si -0.1477 0.1157 -0.0383
Si 0.0901 -0.1874 0.111
Si 0.2006 -0.0893 0.0782
Si -0.0172 0.1475 -0.0402
Si -0.0013 0.0022 -0.0027
Si 0.0006 -0.0023 -0.001
Si 0.0015 -0.0015 -0.0023
Si -0.0045 0.0009 -0.0015
Si 0.0011 -0.0018 -0.0017
Si -0.0012 0.0016 -0.0019
Si -0.0022 0.0019 -0.0006
Si 0.0017 -0.0011 -0.0025
Si -0.0007 -0.0007 0.0045
Si -0.0013 -0.0005 0.0011
Si 0.0017 -0.0012 0.0076
Si 0.0018 -0.0003 0.0016
Si -0.0013 -0.0002 0.0022
Si 0.0008 -0.0002 0.0057
Si 0.0001 -0.0005 0.0014
Si 0.0015 -0.002 0.0054
Si -0.001 0.0009 -0.0084
Si -0.0002 -0.0005 0.0003
Si -0.0017 -0.0007 -0.0105
Si 0.0006 -0.0002 -0.0009
Si -0.0001 -0.0002 0.0001
Si 0.0002 0.0007 -0.008
Si 0.0006 -0.0004 0.001
Si -0.0005 0.0004 -0.0058
Si 0.0019 -0.001 0.0016
Si 0.0007 -0.0008 0.0016
Si -0.0005 -0.0012 0.0032
Si 0.0019 -0.0022 0.0026
Si 0.0001 0.0004 0.0033
Si 0 -0.0017 0.0009
Si 0.0015 -0.0004 0.0003
Si 0.0001 -0.0008 0.0018
Si 0.0015 -0.0011 0.0011
Si -0.0001 0.0009 -0.0024
Si -0.0011 0.0007 0
Si 0.0002 -0.0002 -0.0007
Si -0.0011 0.0007 -0.0024
Si 0.0006 -0.0006 -0.0003
Si -0.0004 -0.0006 0.0005
Si -0.0028 0.0012 -0.0015
O -0.0006 -0.0001 0.0032
O -0.0001 0.0007 0.0017
O 0.0002 -0.0005 0
O 0.0003 -0.0012 -0.0004
O 0.0009 -0.0025 0.0024
O 0.0043 -0.0041 0.0057
O -0.0014 0.0025 0.0058
O -0.0011 -0.0004 0.0033
O -0.0057 -0.0036 -0.0093
O -0.0026 0.0014 0.0009
O -0.0014 0.0166 -0.0137
O 0.0024 -0.0052 -0.0168
O -0.0008 -0.0031 -0.0078
O -0.0049 0.0004 -0.0059
O 0.0043 -0.0376 0.0541
O -0.0006 -0.0023 -0.0056
Si 0.0003 -0.0015 -0.002
Si -0.0025 0.0005 -0.0025
Si -0.0011 0.0001 -0.0021
Si -0.0011 -0.0005 -0.0037
Si 0.0051 -0.0042 0.0056
Si -0.0004 -0.0015 -0.0042
Si 0.0001 -0.0009 -0.0019
Si 0.0008 -0.0005 0.0024
Si 0.0004 -0.0031 -0.0017
Si -0.0102 0.0006 0.0086
Si 0.0004 -0.0022 -0.0015
Si 0.0008 -0.0007 -0.003
Si -0.0025 0.0038 0.0095
Si 0.0086 0.0002 -0.0023
Si 0.0004 -0.0024 -0.001
Si 0.0013 0.0041 0.0199
Si 0.0013 -0.0006 -0.0017
Si -0.0026 -0.0021 0.004
Si 0.002 -0.01 -0.0083
Si 0.0003 -0.0023 -0.0027
Si -0.0014 -0.003 0.0045
Si 0.0017 0.0014 0.0082
Si 0.0016 -0.0016 -0.0003
Si 0.0001 -0.002 -0.0003
Si 0.0015 -0.0032 -0.0027
Si 0.0026 0.0006 0.0082
Si -0.0014 0.0011 0.0009
Si 0.0032 -0.0008 -0.0013
Si -0.0012 0.0006 -0.0054
Si 0.0001 0.0013 -0.0078
Si 0.0011 -0.0002 -0.0022
Si -0.0108 0.0234 -0.058
Si -0.0032 -0.0015 -0.0001
Si 0.0054 -0.003 0.005
Si 0.003 -0.0037 -0.0023
Si 0.0015 -0.0059 -0.0015
Si 0.0011 -0.0013 0.0001
O -0.0022 0.0015 0.0041
O 0.0001 -0.0028 -0.0001
O -0.003 -0.003 -0.0021
O -0.0015 0.0005 0.0034
O -0.0004 -0.0005 -0.0001
O 0.001 -0.0019 -0.0008
O 0.0009 0.0008 0.0005
O 0.0002 -0.0023 0.0017
O -0.0027 -0.0017 0.003
O -0.0054 -0.0019 -0.0003
O 0.0004 -0.0005 0.0007
O -0.0209 -0.0091 -0.013
O 0 -0.0087 -0.0099
O -0.0006 -0.0013 0.0007
O -0.0029 -0.0044 0.0038
O -0.0011 -0.0023 0.0003
O -0.0038 -0.0003 0.0032
O -0.0034 -0.0012 -0.0002
O 0.0009 0.001 0.0028
O -0.0004 -0.0016 0.0006
O 0.0062 0.0039 -0.003
O -0.0006 -0.0017 0.0006
O -0.0036 -0.0005 -0.0004
O -0.0058 0.0007 0.0011
O -0.0017 -0.0018 -0.0004
O -0.0009 -0.0033 -0.0004
O -0.0026 -0.0015 0.0006
O 0.0007 -0.0053 -0.0026
O 0.0003 -0.0027 0.001
O 0.0006 -0.0009 -0.0006
O 0.0007 -0.0011 0.0025
O -0.0017 -0.0008 0.0017
O -0.0106 0.0045 -0.0067
O 0.0118 0.0152 0.0101
O -0.0002 -0.0004 -0.0003
O 0.0012 -0.0018 -0.0026
O -0.0015 -0.0004 0.0037
O -0.001 0.0009 -0.0016
O -0.0057 0.002 -0.0037
O -0.0007 -0.0019 0.0002
O 0.0011 -0.0007 0.0055
O -0.0003 -0.0014 0.0021
O 0.0034 -0.003 0.0018
O 0.0003 -0.0012 -0.0008
O 0.0026 0.0003 0.0017
O 0.0125 0.0059 0.0038
O -0.0008 -0.0018 0.0003
O 0.001 -0.0009 -0.0012
O 0.0105 -0.007 0.0061
O 0.0006 0.0014 0.0009
O 0.0018 -0.0018 -0.0035
O 0.001 -0.0008 -0.001
O 0.024 -0.0426 -0.0156
O -0.0015 -0.0002 0.0025
O -0.0007 -0.0026 -0.0016
O -0.0003 -0.0016 0.0002
O 0.0029 -0.0047 0.0006
O 0.0066 -0.0114 -0.0013
O -0.0039 -0.0005 0.0007
O 0.0005 -0.002 0.0014
O -0.0007 -0.0009 0.0044
O -0.0139 0.0056 0.0014
O -0.0002 -0.0017 0.0022
O 0.0008 0.0006 -0.0024
O 0.0035 0.0038 -0.0044
O -0.0015 -0.002 -0.0016

The program warned: the cutoff lies below the one the program advises for these potential files; the forces do not sum to zero within the program's tolerance; the exchange-correlation potential is rough where the density is thin.
